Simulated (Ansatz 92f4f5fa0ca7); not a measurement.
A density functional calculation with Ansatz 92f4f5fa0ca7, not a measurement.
Periodic cell of 221 atoms, Si132O88H1, from a study of silicon, its oxide and their interface. The atomic structure is a simulated model.
Doubt: the cutoff is far below the 930 eV that the study's wrapper takes by default for these files, so forces and energies are approximate.
This geometry differs little from another in the collection (a relaxation step or a small displacement).

Settings
functional: PBE
potential files: Ansatz PAW
basis: plane waves
wave-function cutoff: 580 eV
density cutoff ratio: 5
exchange-correlation grid ratio: 1
k mesh: 1 x 1 x 1, Gamma-centred
self-consistency stop: 5e-08 eV per atom in the density residual
occupations: fixed
spin: none
net charge: +1 e, with a uniform compensating background and no finite-size correction

Cell vectors (angstrom)
a, 10.938, 0, 0
b, 0, 10.938, 0
c, 0, 0, 32.2244

Atoms: element, x, y, z (angstrom)
Si, 0.1875, -0.1346, 24.5716
Si, 5.5885, -0.3113, 24.8301
Si, 2.5168, 3.0483, 24.5603
Si, 8.0769, 2.9762, 25.1237
Si, 0.0442, 5.1287, 24.7451
Si, 5.8203, 5.1522, 24.7189
Si, 2.443, 8.5117, 24.6726
Si, 7.9893, 8.5965, 24.8671
Si, 1.3967, 1.4116, 25.9166
Si, 6.7485, 1.3318, 26.1036
Si, 4.071, 4.1645, 25.9895
Si, 9.6111, 4.1354, 26.38
Si, 1.2669, 6.848, 25.908
Si, 6.8567, 6.8595, 26.0215
Si, 4.0273, 9.5066, 26.1493
Si, 9.5869, 9.7355, 26.1007
Si, 2.7114, 0.0509, 27.416
Si, 8.1783, 0.0607, 27.4809
Si, 0.0654, 2.6574, 27.4805
Si, 5.3969, 2.7589, 27.4211
Si, 2.6931, 5.5387, 27.3694
Si, 8.1756, 5.5562, 27.5101
Si, -0.033, 8.2179, 27.3925
Si, 5.4561, 8.159, 27.4459
Si, 4.1018, 1.3673, 28.8062
Si, 9.5708, 1.3673, 28.8062
Si, 1.3673, 4.1018, 28.8062
Si, 6.8362, 4.1018, 28.8062
Si, 4.1018, 6.8362, 28.8062
Si, 9.5708, 6.8362, 28.8062
Si, 1.3673, 9.5708, 28.8062
Si, 6.8362, 9.5708, 28.8062
Si, 0, 0, 30.1734
Si, 5.469, 0, 30.1734
Si, 2.7345, 2.7345, 30.1734
Si, 8.2035, 2.7345, 30.1734
Si, 0, 5.469, 30.1734
Si, 5.469, 5.469, 30.1734
Si, 2.7345, 8.2035, 30.1734
Si, 8.2035, 8.2035, 30.1734
Si, 1.3673, 1.3673, 31.5407
Si, 6.8362, 1.3673, 31.5407
Si, 4.1018, 4.1018, 31.5407
Si, 9.5708, 4.1018, 31.5407
Si, 1.3673, 6.8362, 31.5407
Si, 6.8362, 6.8362, 31.5407
Si, 4.1018, 9.5708, 31.5407
Si, 9.5708, 9.5708, 31.5407
Si, 2.7345, 0, 0.6835
Si, 8.2035, 0, 0.6835
Si, 0, 2.7345, 0.6835
Si, 5.469, 2.7345, 0.6835
Si, 2.7345, 5.469, 0.6835
Si, 8.2035, 5.469, 0.6835
Si, 0, 8.2035, 0.6835
Si, 5.469, 8.2035, 0.6835
Si, 4.1018, 1.3673, 2.0507
Si, 9.5708, 1.3673, 2.0507
Si, 1.3673, 4.1018, 2.0507
Si, 6.8362, 4.1018, 2.0507
Si, 4.1018, 6.8362, 2.0507
Si, 9.5708, 6.8362, 2.0507
Si, 1.3673, 9.5708, 2.0507
Si, 6.8362, 9.5708, 2.0507
Si, 0, 0, 3.418
Si, 5.469, 0, 3.418
Si, 2.7345, 2.7345, 3.418
Si, 8.2035, 2.7345, 3.418
Si, 0, 5.469, 3.418
Si, 5.469, 5.469, 3.418
Si, 2.7345, 8.2035, 3.418
Si, 8.2035, 8.2035, 3.418
Si, 1.3623, 1.3896, 4.696
Si, 6.859, 1.3494, 4.8326
Si, 4.1236, 4.0708, 4.8768
Si, 9.5664, 4.0997, 4.7818
Si, 1.3936, 6.8392, 4.8378
Si, 6.8834, 6.7487, 4.7667
Si, 4.1386, 9.5019, 4.7341
Si, 9.559, 9.5718, 4.8034
Si, 2.6716, -0.0866, 5.9256
Si, 8.2075, -0.0041, 6.2414
Si, 0.0063, 2.7116, 6.0851
Si, 5.4503, 2.5828, 6.2699
Si, 2.7509, 5.5162, 6.3053
Si, 8.1805, 5.3624, 6.2272
Si, -0.0483, 8.1543, 6.1678
Si, 5.4754, 8.0951, 6.0964
Si, 3.7166, 1.3661, 7.4309
Si, 9.896, 1.1457, 7.4506
Si, 1.6366, 3.7769, 7.4286
Si, 6.649, 4.1344, 7.5837
Si, 4.5156, 6.5226, 7.5974
Si, 9.2855, 7.0317, 7.4779
Si, 1.1449, 9.812, 7.3141
Si, 7.0106, 9.2379, 7.4006
O, 1.2573, 4.1027, 24.158
O, 6.7803, 9.5895, 24.294
O, 2.8479, 2.7086, 7.3031
O, 8.1565, 8.1724, 7.903
O, 5.5962, 5.3673, 8.0552
O, 0.0812, 0.0061, 7.9158
O, 5.3446, 5.5383, 23.1909
O, 10.5213, 0.4915, 23.1293
O, 2.1659, 9.3733, 8.5654
O, 1.4398, 3.7935, 9.0436
O, 9.4794, 2.0132, 8.7753
O, 7.5833, 9.9637, 12.0592
O, 3.4653, 0.797, 9.0004
O, 4.3765, 7.3116, 9.3648
O, 7.2148, 3.3665, 8.9444
O, 9.8546, 6.5093, 8.9362
O, 3.3377, 2.4589, 23.216
O, 4.6622, 0.1787, 23.5604
O, 9.2052, 2.4948, 24.0416
O, 9.8383, 5.5738, 23.5981
O, 19.8922, 8.123, 23.618
O, 3.279, 7.9817, 23.3555
O, 6.9855, 4.0132, 24.4381
O, 1.3136, 9.6405, 24.1754
Si, 3.847, 6.3957, 10.8154
Si, 9.1419, 4.2724, 14.662
Si, 7.4197, 8.3409, 11.9642
Si, 4.2117, 1.2795, 22.443
Si, 17.1597, 3.8633, 14.3193
Si, 2.7459, -0.4388, 20.1999
Si, 7.1778, 4.1705, 19.5339
Si, 14.022, 6.6577, 16.5102
Si, 1.9679, 4.1737, 10.5184
Si, 5.7099, 16.222, 16.8183
Si, 3.7803, 9.77, 17.3286
Si, 10.233, 4.4605, 11.7139
Si, 10.9258, 6.5306, 16.106
Si, 7.9883, 1.6209, 14.5574
Si, 2.7678, 10.4091, 9.6939
Si, 9.1275, 6.7831, 22.7117
Si, 11.1756, -1.1297, 11.2446
Si, 3.588, -3.257, 13.7804
Si, 5.2245, 8.7722, 9.9104
Si, 9.5738, 1.7659, 22.6471
Si, 11.9326, -0.4176, 16.6555
Si, 8.414, 2.6504, 9.8261
Si, -0.4309, 8.246, 18.4495
Si, 11.7521, -2.0156, 14.2002
Si, 4.7441, 3.8492, 11.6744
Si, 6.0196, 6.0934, 21.8045
Si, 6.4727, 7.7471, 14.7761
Si, 11.5359, 6.5263, 20.7457
Si, 11.0985, 1.0932, 18.903
Si, 14.2224, 7.7012, 21.7392
Si, 6.9641, 1.3758, 20.8524
Si, 9.9621, 7.2064, 10.4152
Si, -0.6427, 3.6918, 20.2524
Si, 8.4494, -0.6, 19.1837
Si, 6.8454, 10.2356, 16.4312
Si, 8.5453, 0.3335, 11.8216
O, 13.3693, 8.8081, 13.9527
O, 7.7315, -0.7333, 17.7579
O, 6.0112, 8.11, 11.1355
O, 1.6051, 10.6215, 10.8189
O, 5.0108, -5.6581, 10.8849
O, 10.0008, 7.2081, 17.2799
O, 6.2509, 4.965, 20.6379
O, 6.6495, 13.2819, 13.9638
O, 3.5953, 7.1886, 12.1969
O, 2.4226, 5.767, 10.3438
O, 7.6063, 4.78, 14.3018
O, 11.4279, -1.5933, 17.6692
O, 9.9121, 4.1725, 13.2498
O, 0.6073, 7.4573, 19.4144
O, 6.9531, 2.5415, 19.6792
O, 12.4416, 6.2271, 16.7225
O, 17.2252, 6.5489, 15.8896
O, 13.0227, 6.6105, 21.4357
O, 3.2883, 0.6535, 21.2705
O, 0.7565, 3.8041, 11.494
O, 7.2157, -0.1218, 20.1786
O, 8.1678, 1.3911, 21.9458
O, -1.6765, 8.8983, 19.3127
O, 2.7846, 9.0523, 20.9605
O, 12.2387, 0.2154, 19.724
O, 6.0939, 9.5324, 8.7919
O, 8.5398, 7.7319, 10.9819
O, 8.8023, 0.9625, 13.3017
O, 7.4013, 11.5234, 15.6318
O, 5.7107, 2.6297, 11.2676
O, 2.6184, -0.3373, 16.5445
O, 3.2249, 14.3549, 11.2314
O, -6.766, 5.6796, 17.2697
O, 11.1298, 7.5426, 14.8199
O, 4.0144, 9.6742, 10.4697
O, 3.4475, 8.1708, 17.0611
O, 10.0481, 5.2233, 15.6337
O, 10.2989, 2.8396, 21.6581
O, 5.063, 15.1873, 13.2259
O, 4.8271, 7.1802, 21.325
O, 11.0252, 2.6973, 19.176
O, 8.9605, 2.7505, 15.2699
O, 3.7087, -0.7037, 18.8951
O, 5.5946, 1.7016, 21.6819
O, 5.2434, 10.2081, 16.7509
O, 7.8977, 1.4005, 10.7566
O, 9.6063, 0.5441, 19.2929
O, 17.6163, 4.817, 18.0774
O, 7.5945, 6.5335, 22.1371
O, -5.8999, -2.6468, 14.1799
O, 7.3541, -3.4074, 13.3819
O, 11.3872, -0.742, 15.1534
O, 10.2514, 7.1058, 21.5852
O, 9.1049, 3.8113, 10.7321
O, 8.8149, -6.6383, 19.7883
O, 0.422, 11.9059, 17.283
O, 16.5275, 3.9981, 15.8123
O, 11.1048, -1.711, 12.7539
O, 11.2908, 4.959, 20.4125
O, 0.0431, 8.4835, 10.2909
O, 10.4455, 6.0557, 11.4458
O, 9.9487, -0.084, 11.1097
O, 14.236, 6.4977, 14.868
O, 7.2382, 8.9374, 15.5428
H, 5.5275, 2.1776, 10.4423

Results
free energy: -133979.568 eV
free energy less fixed offsets of H -15.97, O -568.88, Si -635.61 eV per atom: -1.638 eV

Forces (eV/angstrom), in the order of the atoms: element, x, y, z
Si, -0.0149, 0.0185, -0.02
Si, 0.0161, -0.024, -0.0344
Si, 0.006, 0.0133, 0.0032
Si, -0.0182, 0.0301, -0.0774
Si, -0.0435, -0.0239, -0.0486
Si, -0.0041, -0.0061, 0.0344
Si, -0.0093, 0.0286, 0.0088
Si, 0.0194, -0.0227, 0.0043
Si, 0.012, 0.0022, 0.0444
Si, 0.0044, 0.0189, 0.0196
Si, -0.0182, -0.0056, 0.0037
Si, 0.0202, 0.0017, -0.0169
Si, 0.0102, 0.0128, 0.0298
Si, -0.0125, -0.0105, 0.0253
Si, -0.0128, 0.0088, -0.0025
Si, -0.0094, -0.0081, 0.0368
Si, 0.0223, -0.0117, 0.0017
Si, 0.0051, 0.0053, 0.0012
Si, -0.0029, 0.012, 0.0012
Si, -0.0066, -0.019, 0.002
Si, 0.0277, -0.0076, -0.0006
Si, -0.0014, -0.0023, -0.0081
Si, 0.0016, -0.0007, 0.0061
Si, -0.0028, -0.0116, 0.0066
Si, -0.2318, 0.1334, 0.0785
Si, 0.1003, 0.0295, 0.4729
Si, 0.3423, 0.0554, -0.176
Si, -0.2694, 0.0371, -0.1068
Si, -0.211, -0.191, 0.0565
Si, 0.1007, 0.594, 0.3784
Si, -0.0995, 0.061, -0.3528
Si, -0.0253, -0.1681, -0.0645
Si, -0.1315, -0.1204, 0.0306
Si, -0.006, -0.0154, -0.0556
Si, 0.1274, 0.0814, 0.0286
Si, 0.1217, 0.0356, -0.0279
Si, -0.0145, -0.0082, -0.0611
Si, -0.0964, -0.1404, 0.0243
Si, 0.0462, 0.0294, -0.0486
Si, 0.1278, 0.0419, 0.0534
Si, -0.0205, 0.0467, -0.0513
Si, -0.0229, -0.0248, -0.0318
Si, -0.0261, -0.0482, 0.018
Si, -0.047, 0.0398, -0.0031
Si, 0.0119, 0.006, -0.0328
Si, 0.0025, 0.0445, -0.0416
Si, -0.0156, 0.0051, -0.0072
Si, -0.0327, 0.0324, 0.0194
Si, -0.0137, 0.0019, 0.029
Si, 0.0574, 0.0152, 0.009
Si, -0.0182, -0.0329, 0.0289
Si, 0.0541, -0.0108, 0.0025
Si, 0.0179, -0.0115, -0.002
Si, 0.0178, -0.0455, 0.036
Si, -0.0175, -0.0177, -0.0017
Si, 0.0144, -0.0119, 0.0306
Si, 0.0239, 0.0923, 0.0426
Si, -0.0676, -0.0654, -0.0012
Si, 0.0846, 0.0353, -0.0031
Si, -0.0941, -0.0756, 0.0149
Si, -0.1328, -0.0578, 0.0147
Si, 0.0424, 0.0949, 0.0324
Si, -0.0626, -0.0277, 0.0278
Si, -0.0322, 0.0107, -0.0051
Si, -0.259, -0.0642, -0.2314
Si, 0.3428, -0.0348, 0.1159
Si, 0.2517, 0.4673, -0.1349
Si, -0.0597, -0.0486, 0.1009
Si, 0.1963, 0.0333, 0.2659
Si, -0.1214, -0.4595, 0.1055
Si, -0.0776, -0.2935, -0.1912
Si, 0.0401, -0.0108, 0.0704
Si, 0.0021, -0.0305, -0.1419
Si, -0.0111, -0.0365, -0.0309
Si, 0.0508, 0.0951, -0.1246
Si, 0.0124, -0.0362, 0.0937
Si, -0.0134, 0.0159, -0.0191
Si, -0.0203, -0.0197, -0.0125
Si, -0.0754, 0.0206, 0.0567
Si, -0.001, -0.0061, -0.0613
Si, 0.1173, 0.0961, 0.0725
Si, -0.0739, -0.0455, 0.0321
Si, 0.0304, 0.1304, -0.0286
Si, 0.1771, 0.1057, -0.0028
Si, -0.0323, 0.0058, -0.0239
Si, 0.07, 0.0199, -0.0623
Si, 0.0184, 0.0135, 0.0633
Si, 0.0829, 0.0592, -0.0339
Si, 0.1617, -0.8772, -0.1515
Si, 0.0163, -0.033, -0.0062
Si, -0.2578, 0.1321, -0.3588
Si, -0.1199, 0.0259, 0.0092
Si, 0.0867, 0.0336, 0.0965
Si, -0.0307, 0.021, -0.0722
Si, 0.0287, -0.1778, -0.0642
Si, -0.0991, 0.0429, 0.0045
O, -0.0138, 0.0063, -0.0177
O, -0.0564, 0.0561, -0.0116
O, 0.0171, 0.2895, 0.0809
O, 0.0623, -0.0265, 0.0173
O, 0.0499, -0.2337, -0.1094
O, -0.0374, 0.0574, 0.0614
O, 0.0188, 0.0165, -0.0682
O, -0.0707, 0.0887, -0.0583
O, -0.0099, 0.1451, -0.0252
O, -0.3442, 0, 0.0803
O, 0.0136, 0.0041, -0.0068
O, 0.0549, 0.0071, -0.0161
O, -0.0488, 0.0885, -0.0456
O, -0.1242, 0.2438, 0.2083
O, 0.0826, -0.0279, 0.0185
O, 0.0302, -0.0183, 0.0612
O, 0.0658, -0.0485, -0.049
O, -0.0083, 0.0207, -0.0159
O, 0.0042, -0.0669, -0.1119
O, -0.0274, 0.0556, 0.0015
O, 0.0343, -0.026, -0.0411
O, 0.0237, -0.0217, -0.0477
O, 0.0635, -0.0637, 0.0348
O, 0.0045, -0.0063, -0.0225
Si, -0.0224, 0.0816, -0.466
Si, -0.0081, 0.0055, -0.0114
Si, -0.135, 0.0264, -0.0729
Si, -0.0243, 0.0014, -0.0107
Si, -0.0211, 0.0107, -0.0041
Si, 0.0196, 0.008, -0.0105
Si, -0.0109, 0.0179, -0.0189
Si, 0.0068, -0.0145, -0.0202
Si, 0.2142, 0.3689, 0.0683
Si, -0.0127, 0.0004, -0.0309
Si, 0.0058, -0.012, -0.018
Si, 0.0205, 0.0574, -0.0067
Si, 0.0163, -0.0074, -0.019
Si, -0.0071, -0.0045, -0.0008
Si, 0.2229, -0.163, 0.1025
Si, 0.0059, -0.0178, 0.0005
Si, 0.0803, -0.0039, -0.0409
Si, -0.0061, -0.0049, -0.0859
Si, -0.3473, -0.2209, -0.0475
Si, 0.0477, 0.0588, 0.0644
Si, 0.012, -0.0061, -0.0254
Si, -0.0506, 0.0007, 0.0039
Si, 0.0192, -0.0156, -0.017
Si, 0.0391, -0.001, -0.0379
Si, 0.1053, 0.0956, 0.0149
Si, 0.0023, 0.0002, -0.0058
Si, -0.0223, 0.0074, -0.0432
Si, -0.0109, 0.0079, -0.0096
Si, 0.0108, -0.001, -0.0059
Si, 0.0239, -0.0084, 0.0134
Si, -0.0075, 0.0157, 0.0022
Si, 0.0153, 0.0076, -0.0066
Si, 0.0236, -0.0043, 0.0195
Si, 0.0073, -0.0038, -0.0447
Si, 0.0009, -0.0088, -0.0434
Si, -0.0653, -0.0458, 0.0184
O, -0.0288, -0.0018, 0.007
O, 0.0165, -0.0023, 0.025
O, 0.2424, 0.0386, 0.2302
O, -0.0863, -0.0024, 0.0334
O, 0.0203, -0.1575, 0.0944
O, 0.0008, 0.0169, 0.0177
O, 0.0216, -0.019, -0.006
O, 0.0315, -0.0105, -0.0124
O, -0.0587, 0.092, 0.2663
O, 0.0098, -0.1285, 0.0948
O, 0.0332, -0.0034, -0.0021
O, -0.0108, -0.0059, 0.0086
O, -0.0166, -0.0126, 0.0388
O, -0.0141, 0.003, 0.0007
O, 0.004, -0.0004, 0.002
O, -0.0102, 0.0005, -0.0018
O, 0.0002, -0.0185, 0.0106
O, -0.0079, -0.0022, 0.0047
O, -0.0098, -0.0162, -0.0115
O, -0.1539, -0.0938, 0.171
O, -0.0007, -0.0066, 0.0049
O, -0.0146, 0.004, 0.0143
O, 0.0014, -0.002, 0.0128
O, -0.0059, 0.0116, 0.0037
O, -0.0144, 0.0073, 0.0041
O, 0.1044, 0.1041, -0.1079
O, 0.0231, 0.0075, -0.0123
O, -0.017, 0.0146, -0.0028
O, -0.0011, -0.0064, -0.0034
O, 0.0782, 0.2836, 0.3629
O, -0.0058, -0.0059, 0.0052
O, 0.1015, -0.1141, 0.002
O, 0.0027, -0.0033, 0.0091
O, -0.0123, -0.0197, 0.0156
O, -0.0301, 0.0906, -0.0671
O, 0.0079, 0.0158, -0.0029
O, 0.0153, 0.0026, -0.0072
O, -0.0365, -0.0248, 0.0149
O, 0.0148, -0.0312, 0.0466
O, -0.0013, -0.004, 0.0118
O, -0.0077, 0.0033, 0.0164
O, 0.0047, -0.0128, -0.011
O, -0.0017, 0.0022, 0.0075
O, 0.0264, -0.0112, -0.0001
O, 0.0028, -0.003, -0.0029
O, 0.0185, -0.0152, 0.0209
O, -0.0024, -0.0063, 0.0036
O, 0.0106, -0.0047, 0.016
O, -0.0526, -0.0033, -0.0071
O, 0.0402, 0.0042, 0.0191
O, 0.0033, -0.0187, 0.0452
O, -0.0034, 0.0162, 0.0204
O, 0.02, -0.0107, 0.0062
O, 0.0231, 0.0215, -0.0052
O, 0.0017, -0.0061, 0.0041
O, -0.0074, 0.0055, 0.0122
O, 0.0116, 0.02, 0.023
O, 0.0017, -0.0117, 0.0413
O, -0.0185, -0.0195, 0.0051
O, -0.0358, -0.015, 0.0094
O, -0.0297, -0.0292, -0.0107
O, -0.0172, 0.014, -0.0142
O, -0.0109, -0.0095, 0.0473
O, -0.002, 0.0325, 0.0142
H, -0.1237, -0.291, -0.356

The program warned: the cutoff lies below the one the program advises for these potential files; the forces do not sum to zero within the program's tolerance; the exchange-correlation potential is rough where the density is thin.
